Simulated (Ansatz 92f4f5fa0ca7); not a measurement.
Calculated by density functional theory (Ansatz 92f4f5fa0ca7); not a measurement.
Periodic cell of 157 atoms, Si96O55N6, from a study of silicon, its oxide and their interface. The atomic structure is a simulated model.

Settings: functional r2SCAN; potential files Ansatz norm-conserving; basis plane waves; wave-function cutoff 1300 eV; density cutoff ratio 4; exchange-correlation grid ratio 1; k mesh 2 x 2 x 1, shifted by 0.5 0.5 0.5 of a step; self-consistency stop 5e-08 eV per atom in the density residual; occupations Fermi-Dirac, 0.05 eV; spin none; net charge 0.

Cell vectors (angstrom)
a, 10.9176, -0.0709, 0.0493
b, -0.0709, 10.9694, 0.0243
c, 0.1009, 0.0497, 22.3638

Atoms and the computed forces on them: element, x, y, z (angstrom), force x, y, z (eV/angstrom)
Si, -0.1511, 0.1527, -0.0094, -1.5127, 0.4293, 1.1721
Si, 2.5163, 2.7582, 0.0789, 0.6238, -0.078, -0.0333
Si, 0.1237, 4.7764, -0.6952, 0.6057, -1.4972, 0.4904
Si, 3.0951, 7.8808, -0.0881, 0.2538, -0.7219, 0.2189
Si, 5.6326, -0.2247, -0.0831, 1.3424, -0.8156, -1.3069
Si, 8.5232, 2.3609, -0.1624, 1.2602, -0.5231, -0.496
Si, 5.2228, 5.5536, -0.1427, -0.8741, -1.4718, -0.5271
Si, 7.92, 8.4636, 0.0692, -1.2379, -0.0322, -0.8916
Si, 1.3132, 1.3396, 1.3744, 1.0223, -1.3592, 0.0692
Si, 4.045, 4.0892, 1.4075, 0.8006, -0.4143, -1.6025
Si, 1.3608, 6.6221, 1.0351, -0.2807, 1.1441, -0.8717
Si, 4.2555, 9.4024, 1.3305, -1.873, 1.4022, -0.5745
Si, 6.9167, 1.2488, 1.2034, -0.2848, 0.2856, 0.0781
Si, 9.5977, 3.9449, 1.2797, -0.9604, 0.386, -1.8983
Si, 6.756, 6.7159, 1.2729, 0.6327, 0.6256, -0.3788
Si, 9.5476, 9.5095, 1.4261, 0.0894, -0.3101, 0.2256
Si, -0.0143, 2.7698, 2.5408, 0.6712, -0.2519, 1.6843
Si, 2.8798, -0.0526, 2.6653, -0.899, -0.3259, -0.3544
Si, 0.0851, 8.0356, 2.6008, -0.3094, 0.4664, -1.3254
Si, 2.6245, 5.4336, 2.6022, 0.0632, -0.0462, 0.7481
Si, 5.5453, 2.6727, 2.5156, -0.1874, 0.3126, 0.9737
Si, 8.2322, -0.1, 2.8018, 0.2129, 0.3245, -1.0505
Si, 5.4302, 8.113, 2.7087, 1.5254, -0.2838, 0.819
Si, 8.2392, 5.4085, 2.6255, -0.3099, -0.4273, -0.4721
Si, 1.2995, 4.0966, 4.0178, 0.6822, -0.2652, -0.0791
Si, 4.0578, 1.4954, 4.0657, 1.2125, -1.1468, -0.5273
Si, 1.3041, 9.499, 3.9368, 1.3126, 0.4921, 0.1248
Si, 3.9795, 6.8648, 4.0165, 0.4091, -0.7425, -0.5112
Si, 6.8261, 4.062, 3.9866, 0.3345, -0.227, 0.254
Si, 9.6559, 1.3358, 4.0263, -0.8915, -0.0514, 0.0773
Si, 6.8371, 9.5356, 4.154, -0.8639, -0.3528, -0.2066
Si, 9.6827, 6.6457, 4.0019, -0.7775, 0.4085, 0.2611
Si, 0.1017, -0.0151, 5.2526, 0.4161, 0.7556, 0.0534
Si, 2.758, 2.8097, 5.478, -0.9506, 0.1798, -0.6665
Si, 0.0794, 5.4658, 5.4252, 0.5167, 0.2119, -0.5826
Si, 2.7755, 8.2633, 5.341, -0.7634, 0.3667, 0.1733
Si, 5.4326, -0.016, 5.4349, 1.0524, 0.8875, -0.3966
Si, 8.2777, 2.7075, 5.42, -0.0673, 0.1663, -1.0197
Si, 5.4119, 5.4888, 5.3538, -0.3234, -0.44, -0.3419
Si, 8.2525, 8.0458, 5.3259, 0.0905, 0.2966, 0.3958
Si, 1.3859, 1.4082, 6.762, -0.1884, -0.4018, 0.488
Si, 4.0388, 4.1889, 6.7941, 0.7488, 0.3156, 1.2135
Si, 1.4293, 6.9218, 6.6761, 0.727, -0.4145, 1.0628
Si, 4.0903, 9.5709, 6.7635, -1.2048, 0.6874, 0.3125
Si, 6.9289, 1.4453, 6.7881, -0.2778, -1.3589, 0.5927
Si, 9.7377, 3.9836, 6.6848, -1.4208, 0.116, 1.3235
Si, 6.769, 6.7798, 6.723, 0.7402, 0.8632, -0.0618
Si, 9.7052, 9.4972, 6.6323, -1.4416, 0.0434, 0.436
Si, -0.0068, 2.7832, 8.2775, 0.1659, 0.026, 0.2801
Si, 2.7481, 0.0768, 8.1784, 1.0427, 0.4064, -0.5094
Si, 0.0489, 8.2644, 7.9676, 1.6954, 0.4302, 0.8379
Si, 2.773, 5.6469, 8.4045, 0.0966, 0.1624, -0.8838
Si, 5.4615, 2.7597, 8.1724, 0.7503, 1.2629, -0.6809
Si, 8.4637, -0.127, 8.1075, -0.7651, 0.72, -1.0962
Si, 5.5149, 8.3391, 8.04, 0.016, -0.6745, 0.2939
Si, 8.2872, 5.4705, 7.9392, 0.5083, -1.7839, -0.2993
Si, 1.2364, 4.4152, 9.7481, 0.7108, -0.2793, 1.4572
Si, 4.0662, 1.6267, 9.5412, -1.3366, -1.0117, 0.5233
Si, 1.6709, 9.5621, 9.6459, -0.8179, -0.3217, -0.4254
Si, 4.4432, 7.0023, 9.6879, -0.0837, 0.1026, 0.2381
Si, 7.0457, 4.1347, 9.4338, -0.0581, -0.4858, -0.0465
Si, 9.6098, 1.1161, 9.6938, -0.1523, 0.606, 0.672
Si, 6.7069, 9.8584, 9.3328, 0.6887, -1.1586, 0.7626
Si, 9.7156, 6.7297, 9.1908, -0.9448, 0.2028, 0.4785
Si, 0.3249, -0.0908, 10.9197, 0.6483, 1.6366, -0.4034
Si, 2.6125, 2.8856, 11.4825, 1.3805, 0.2494, -0.4358
Si, -0.1109, 6.1559, 11.1691, 0.5915, -0.8752, -1.1237
Si, 3.5091, 8.7959, 11.044, 1.1964, 0.9989, -0.3348
Si, 5.5119, 0.3103, 10.8217, -0.824, 0.4255, -0.9578
Si, 7.7843, 2.3619, 11.0302, 0.5455, 0.2141, -0.7502
Si, 6.1851, 5.7356, 10.9084, -1.4044, -1.8166, -0.6064
Si, 8.0258, 7.9684, 10.2254, 0.0184, 0.7713, 0.8184
Si, 11.6485, 0.3291, 15.5247, -0.4729, 0.0852, 1.3243
Si, 5.5718, 3.1046, 12.7371, -0.362, -0.1826, -1.183
Si, 1.9002, 4.5347, 14.1581, 0.7349, -2.3206, 0.6892
Si, 10.1842, 8.578, 12.3562, -2.1459, 0.576, -0.5284
Si, 8.7034, 0.074, 15.8084, -1.2832, -0.9907, -0.3275
Si, 8.8132, 2.1906, 13.8618, 0.2024, -0.0489, -0.3462
Si, 12.5984, 8.5691, 16.0906, -0.7199, 1.1876, -0.3277
Si, 17.3011, 9.4232, 17.3604, 1.3311, 1.2132, 0.7501
Si, 11.9085, 1.7602, 13.175, -1.4652, -0.2445, -0.0875
Si, 4.6249, -3.6729, 16.453, -0.9248, 0.4259, 1.1862
Si, -0.122, 8.7768, 18.1118, -0.0387, 0.0497, -0.1956
Si, -2.6664, 8.8151, 19.3974, -0.5118, -0.1595, -0.4911
Si, 6.2021, 5.1762, 17.5442, -1.5707, -0.5486, 0.6375
Si, 12.8518, -3.5065, 13.1736, -1.254, 0.2176, 0.4802
Si, 9.3509, 11.3773, 18.5582, 0.8414, -1.3703, -1.1386
Si, 10.9266, 2.9797, 18.9348, -0.3815, 0.7368, 0.3294
Si, 2.568, 1.5533, 19.4796, 1.4825, -0.4621, -0.0817
Si, 8.4129, 6.379, 12.8043, 1.6864, 2.1741, -1.0436
Si, 4.7616, 4.4549, 15.3475, -1.5751, -1.2134, 0.1947
Si, 5.466, 0.9134, 19.2585, -0.6673, 1.6623, -0.6184
Si, 12.5674, 9.5672, 20.3224, 0.3832, 1.5405, -0.8489
Si, 6.9016, 3.6658, 20.0319, -0.9007, 0.5838, 0.1757
Si, 10.447, 14.2894, 16.0352, 0.544, 0.2045, 0.4413
Si, 18.4845, 4.2696, 15.0512, -0.2176, 1.0845, -1.0257
O, -1.3032, 1.1219, -0.7118, -0.9153, 1.7596, 1.3015
O, 0.4799, -0.7963, -1.1219, 0.7048, -1.0877, -0.6941
O, 2.8249, 2.1035, 20.9856, 0.2506, -0.0519, -0.1709
O, 3.2186, 3.917, 14.972, 1.4581, 2.1811, 0.2898
O, -2.6357, 8.0106, 20.8088, -0.0218, 0.9936, 0.8517
O, 1.4694, 3.9297, -0.1919, -1.5788, 1.6182, -1.0616
O, 10.5152, 10.2992, 18.0498, -0.4163, 1.1143, -0.1305
O, 2.8374, 8.7849, 20.9366, -0.4356, 0.6225, 0.3879
O, 5.2788, 0.2346, 20.7085, 0.3261, -0.2802, 1.6986
O, 10.3974, 3.7553, 17.5996, 0.1043, -0.2028, -0.9341
O, 1.4858, 2.4088, 18.6642, -0.0301, 0.9385, 0.4253
O, 8.254, 3.4168, 20.8802, 0.1149, -1.4784, 1.0283
O, 5.7754, 4.3454, -1.2704, -0.8872, 1.2854, 1.0564
O, 4.1981, 6.7575, 21.6467, 1.3531, -0.9964, 0.5827
O, 23.0219, 12.1896, 11.6582, 0.1825, -0.6637, 0.4411
O, 6.8361, 9.6806, -0.2865, -0.0204, -0.2458, 0.1165
N, 11.5695, -3.4388, 12.0013, -0.2649, -1.1653, -0.0739
O, 1.5193, -2.5451, 14.4314, 0.3378, -0.807, -0.8931
N, 1.7154, 3.3201, 12.979, -1.0308, -0.0091, -0.9175
O, 5.6018, 4.5728, 11.9816, 0.6789, 0.9255, -0.3662
O, -1.2003, 5.5562, 12.2551, -0.0222, 0.2004, -0.5926
O, 12.3725, 11.5676, 14.1921, 0.2885, 1.0649, -1.011
O, 4.5106, 10.1118, 11.5579, -0.6402, -1.0815, -0.4013
N, 6.3354, 1.6316, 11.6459, -0.2875, 0.574, 1.0927
O, 12.6627, -0.7098, 16.2693, -0.0394, -1.668, 0.1618
O, 8.2081, 2.9819, 12.5395, 0.1664, -0.5863, 0.5157
O, 11.2699, 1.8309, 16.1791, -0.162, -0.3656, -1.0063
N, 7.37, 6.8187, 11.4813, 0.3907, 0.2763, 0.275
N, 8.9053, 14.2993, 15.1396, -0.2883, 0.9262, 0.7737
O, 9.1922, 8.856, 11.0096, 1.2427, 0.2099, 1.7899
O, 3.2246, -2.7795, 12.4794, 0.3694, -0.0768, 0.0426
O, 7.3151, 5.1913, 16.3618, -0.1432, -0.0577, 0.1616
O, 8.042, 0.9062, 14.5442, 0.5313, 0.2, -0.3405
O, 7.7358, 5.622, 13.9501, -0.946, -1.9396, 1.9431
O, 6.4607, 2.2514, 19.3284, -0.3821, -0.0267, 0.7422
O, -0.615, 1.9333, 13.3724, 1.1316, -0.7477, -0.4177
O, 7.6652, 9.7808, 16.2737, -0.4683, 0.5243, 0.2357
O, 4.0111, 2.7226, 12.5734, -0.4511, -0.3051, -1.0835
O, 11.2298, 7.9721, 16.7858, 1.1532, 0.88, 0.1256
O, 7.0485, 4.8411, 18.8978, -0.6475, -0.6716, -0.708
O, 6.8824, 8.5601, 18.5598, 0.5521, -0.1574, 0.0548
O, 16.2936, -2.3021, 16.3883, 0.3925, -0.0414, 0.466
O, 12.0071, 8.5698, 19.2167, -0.6322, -0.8202, -0.2124
O, 10.1854, -0.3705, 15.279, -0.2969, 0.0565, 0.475
O, 12.9689, 16.8844, 13.5904, 0.109, -0.1089, 0.2686
O, 22.3903, 15.2486, 15.2832, -0.6009, -0.3052, 0.4781
O, 8.5039, 10.3906, 19.4942, -0.7773, -0.837, 0.8014
O, 10.9454, -0.8817, 12.4221, -0.9696, -0.7219, 0.2153
O, 5.2554, -4.4628, 17.7669, 0.8611, -0.5682, -0.7755
O, -4.9542, 10.94, 18.1415, 0.0479, -1.3657, -1.9042
O, 8.6274, 11.928, 17.1967, 0.3855, -0.0384, 0.1132
O, 5.0915, 4.0285, 16.9206, 1.0756, 1.6034, -0.0219
O, 4.0051, 1.4606, 18.7451, 0.9393, 0.5212, 0.1842
N, 6.0255, 3.5618, 14.3889, 0.0109, 1.1352, 0.9896
O, 13.9603, -3.1992, 16.5909, 1.0916, -0.7058, -0.0416
O, 9.9897, 1.6886, 19.2424, 0.3218, 0.8687, 0.2138
O, 20.359, 7.9385, 18.6642, -0.5244, 0.0578, 0.4016
O, 10.7853, 4.0669, 20.1592, 0.971, 0.702, 1.4708
O, 20.0094, 7.7418, 13.4431, 1.072, 0.3719, -1.256
O, 15.6686, 6.1006, 15.3825, -0.161, -1.2784, -1.0248
O, 13.0852, -0.0611, 19.4824, -0.4021, -1.359, 1.0248

Results
free energy: -38575.279 eV
free energy less fixed offsets of N -289.75, O -463.61, Si -117.95 eV per atom: -15.029 eV
pressure: -3.06 GPa
stress xx, yy, zz, yz, xz, xy (GPa, positive in tension): 1.6, 4.63, 2.95, 1.49, 1.78, -1.77
